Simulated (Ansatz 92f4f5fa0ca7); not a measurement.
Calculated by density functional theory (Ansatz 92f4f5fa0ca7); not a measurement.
Periodic cell of 168 atoms, Si98O70, from a study of silicon, its oxide and their interface. The atomic structure is a simulated model.

Settings
functional: r2SCAN
potential files: Ansatz norm-conserving
basis: plane waves
wave-function cutoff: 1300 eV
density cutoff ratio: 4
exchange-correlation grid ratio: 1
k mesh: 2 x 2 x 1, shifted by 0.5 0.5 0.5 of a step
self-consistency stop: 5e-08 eV per atom in the density residual
occupations: Fermi-Dirac, 0.05 eV
spin: none
net charge: 0

Cell vectors (angstrom)
a  11.5998  -0.1128  0.0784
b  -0.1128  11.6822  0.0386
c  0.148  0.073  21.8994

Atoms and the computed forces on them: element, x, y, z (angstrom), force x, y, z (eV/angstrom)
Si  -0.1007  -0.1132  -0.7258  1.7759  -3.5009  1.302
Si  0.0025  3.7223  0.0803  -2.9141  1.5444  0.8431
Si  0.2469  8.3114  -0.204  -0.969  -0.3154  -3.2769
Si  4.0308  0.0533  -0.0053  -0.5851  -1.6813  -0.6198
Si  4.1698  4.3045  -0.1008  -1.641  0.4831  2.2654
Si  3.8353  7.4088  0.0827  0.6765  -0.5243  -1.9212
Si  7.6685  -0.3512  -0.0637  0.662  -1.2858  2.0543
Si  8.0543  2.9112  -0.2124  -0.3424  3.8118  1.239
Si  7.7326  7.8647  -0.0897  -0.9605  2.2345  -0.5506
Si  2.0749  0.081  1.2548  -1.4739  -1.0171  -0.8799
Si  1.8979  3.7085  1.493  1.5974  -1.6155  -2.7082
Si  2.0821  7.4706  1.369  -3.3626  2.2141  0.7684
Si  5.7074  -0.1525  1.4487  2.0326  -0.153  0.7023
Si  6.0543  3.8032  1.2234  0.393  -1.735  -1.2432
Si  5.7555  7.788  1.1603  2.0047  -1.6726  0.995
Si  9.8657  -0.3269  1.2233  -1.3121  -0.0184  -0.4189
Si  9.454  3.5115  1.6335  2.1103  -1.7685  -0.8845
Si  9.7664  7.6977  1.153  0.2235  -0.4381  0.3143
Si  2.2081  1.7842  2.8457  -0.3163  0.6865  0.823
Si  1.8783  5.5098  2.7086  -0.4627  2.0782  1.4195
Si  1.555  9.6623  2.5407  1.8982  -0.4706  0.3039
Si  5.9268  1.9251  2.8033  0.2313  -0.5709  0.1606
Si  6.3136  5.6402  2.4823  -1.8052  1.7481  1.0561
Si  5.7228  9.4078  2.7153  -0.4799  1.5505  0.1924
Si  10.0272  1.2951  2.9719  -2.4372  2.3067  -1.1134
Si  9.5817  5.6724  2.597  1.9503  0.3573  -1.5955
Si  9.5747  9.4084  2.7978  1.0027  0.3978  -1.7514
Si  0.1406  2.0925  4.1695  0.654  -0.6315  0.7188
Si  -0.1923  5.8546  4.0659  1.5476  -0.411  0.1782
Si  -0.2109  9.773  4.1515  0.4459  0.0548  -0.2924
Si  4.1614  1.7569  4.4819  -0.718  1.003  -2.443
Si  3.9916  5.6584  3.8729  -0.1178  0.6888  0.1487
Si  3.734  9.3355  3.985  -1.1967  1.7794  -0.3422
Si  7.9027  1.8113  4.2948  0.3882  -0.9954  -0.6942
Si  8.0307  5.7622  4.1098  -2.2088  0.7518  1.049
Si  7.6716  9.449  3.981  -0.7652  0.7538  2.2104
Si  -0.3401  0.0474  5.4389  1.3928  1.0281  0.6357
Si  -0.0332  4.0655  5.814  0.5922  -0.787  -2.5836
Si  0.0671  7.8477  5.4248  -0.529  -0.7192  -2.0754
Si  3.5911  -0.2891  5.295  0.7911  -0.2126  1.3332
Si  3.8946  3.9342  5.4382  0.9999  -0.6849  -0.8504
Si  3.5671  7.6913  5.5633  3.0504  -1.506  -1.6175
Si  7.5746  -0.2854  5.6638  2.0421  0.4828  -1.6775
Si  8.0999  3.9216  5.4916  0.2625  -1.7696  -0.0663
Si  7.7167  7.6289  5.5971  0.2312  -0.0254  -1.4536
Si  1.7213  0.3053  6.8614  -0.0843  -0.869  -0.2885
Si  2.0708  3.8876  6.7616  -0.7108  0.8424  2.4675
Si  1.7824  7.9784  6.7882  -0.0212  0.4589  2.8335
Si  5.615  -0.3062  6.6562  -1.7609  0.7485  1.5948
Si  6.0124  4.0139  6.4485  -0.1982  -2.5499  0.7273
Si  5.7385  7.59  6.8913  -0.228  0.0604  -0.2641
Si  9.5595  -0.277  7.1705  0.0845  2.045  -1.1865
Si  9.8044  3.5721  7.2544  -0.9149  2.5674  -0.6237
Si  9.8134  7.2953  6.6256  -2.3724  1.1196  3.0397
Si  2.1388  2.114  8.5538  -2.7867  -0.4181  -3.6218
Si  1.9782  6.0363  8.1746  -0.1108  -0.8052  -0.1264
Si  1.3868  10.0838  8.2334  -0.7763  -0.9672  -0.8413
Si  5.9684  1.9411  8.093  -1.1177  -1.0612  -0.5631
Si  6.1281  5.5359  7.9968  -1.3579  1.3845  2.5933
Si  5.4536  9.5054  8.1585  0.486  1.2144  1.1907
Si  9.7947  1.8496  8.6429  0.5266  -1.4888  0.0564
Si  9.7196  5.7077  8.5916  -0.3163  -1.5938  -0.2672
Si  9.4847  9.4274  8.2181  -2.7804  -1.7544  -2.3541
Si  0.2107  2.3738  9.818  0.254  -2.6297  1.54
Si  0.1372  6.2935  9.7273  -0.6615  2.7003  -3.79
Si  -0.6345  9.323  9.5819  2.8689  2.2716  2.9693
Si  3.9769  2.3332  9.6416  3.2676  -2.3867  0.5735
Si  4.0449  5.3674  9.2011  1.4552  1.6962  2.6909
Si  3.2729  9.7135  9.3417  0.7373  -0.5952  2.3877
Si  7.7514  1.8287  9.6917  -0.2414  -1.8016  -2.6444
Si  7.5983  4.9479  9.9169  1.1892  1.0247  1.5474
Si  7.573  10.1019  9.4753  -1.5586  -0.3934  2.2553
Si  -2.2456  0.7012  14.2685  -2.2329  -2.6995  -1.9802
Si  2.0725  10.881  13.652  2.0007  0.6406  1.9227
Si  5.2151  -6.1453  14.8005  -0.8077  -2.1055  -0.6291
Si  6.7857  4.9121  17.0531  -3.1405  -1.0804  -1.769
Si  4.0113  -2.1135  19.5334  -2.7505  -1.5687  5.2055
Si  11.1283  11.4812  11.9505  1.7436  -2.5897  -1.9287
Si  3.9473  1.0401  17.48  -0.4534  -3.8132  -0.4918
Si  0.1254  4.7892  11.8597  -0.9245  -0.2556  1.7634
Si  4.1472  -7.8901  16.8783  -3.7908  -0.981  -3.6725
Si  15.553  11.7092  11.8283  0.039  -1.1738  -1.1448
Si  2.85  7.8337  13.9897  -0.0285  -2.6461  0.8223
Si  6.0997  9.6765  12.1324  -0.5552  2.0468  0.7375
Si  3.9632  -4.0178  11.3053  -2.95  0.0338  -1.8527
Si  10.0837  7.8966  14.5833  -5.8088  -3.1331  -0.1543
Si  8.3268  5.5656  19.7529  -1.7261  -0.4341  1.2045
Si  7.3315  9.7094  14.9675  2.8034  -3.7361  -1.8901
Si  11.405  10.5839  15.5616  3.1498  0.1983  -0.7056
Si  7.7199  3.469  14.6022  -1.9824  2.8081  0.4198
Si  1.0514  4.2596  17.6904  1.4455  -3.5848  -4.2001
Si  0.5363  13.6278  19.632  2.3258  3.3668  -4.004
Si  -9.6246  10.6098  17.4792  -2.1468  0.9131  -0.0367
Si  8.982  5.6551  12.6207  -1.0122  1.1462  1.2008
Si  4.9588  10.1174  17.0083  -2.5724  -2.7264  -1.368
Si  0.3737  17.4744  14.9539  -1.8731  -1.1712  -0.4293
Si  11.2574  5.9522  19.9781  1.1679  1.6627  -2.0034
Si  3.7237  14.0938  20.0311  -1.1964  0.7055  1.5122
O  0.3173  0.2926  -2.3699  -1.9229  -0.2177  2.3373
O  0.2994  5.1009  -3.1453  -1.3077  2.3339  1.7983
O  -2.0294  6.208  -2.489  3.3351  1.0226  -0.847
O  0.3271  7.3912  -1.853  -0.8021  1.1445  2.4998
O  -5.599  9.5599  -5.8916  -0.038  -0.0556  -0.2574
O  -0.1791  9.8798  -0.9177  1.0044  -1.0362  1.611
O  4.1154  1.6181  -0.5206  0.2927  -0.8972  0.0824
O  4.2749  3.877  -1.6592  -0.6437  -2.3648  -1.2733
O  5.3071  3.8014  -4.4313  3.7825  2.2259  1.8719
O  8.4476  4.0782  -1.4238  -1.2132  -2.198  0.9814
O  3.6807  5.8363  -0.3146  0.6113  0.1412  0.3014
O  3.8554  8.1453  -1.3326  -0.6424  0.007  -2.5051
O  2.943  9.6733  -5.1568  4.5818  -0.3895  -1.6241
O  7.8563  1.3668  -0.5065  -0.1747  -2.1291  -1.3462
O  11.1833  5.1982  -0.5149  0.9665  -3.4756  2.0372
O  7.487  6.5796  -1.1135  -0.1495  0.1193  -0.6355
O  4.8749  9.4917  -3.3852  2.0303  -0.1777  -1.7147
O  0.7088  6.0192  11.1277  2.1738  0.9169  1.2263
O  3.5545  -0.9154  10.5874  -0.1356  0.7518  -0.724
O  0.2368  12.7521  11.0258  -0.1664  2.0816  -1.0912
O  -1.4615  4.9313  11.9161  0.9728  -1.8343  -1.7819
O  5.0458  8.5897  11.7461  -0.6606  -0.2681  0.2942
O  12.9245  11.3539  15.0563  -1.9696  -1.7254  -0.6249
O  4.4521  6.3392  10.7278  -0.5053  -2.1818  -2.6715
O  7.83  5.7414  11.4751  -0.7381  -0.6959  -1.8809
O  5.9421  4.1386  14.2985  2.5183  -0.5728  -1.2373
O  3.0693  12.0423  13.0392  -1.2132  -1.674  2.0981
O  3.8926  13.2914  11.1684  0.8103  1.5934  -1.9026
O  -1.1141  10.5372  10.7302  1.5402  -1.0517  0.5735
O  8.0045  11.6788  9.7475  -1.3462  1.8939  0.5004
O  7.3175  3.3064  10.3215  0.7906  1.1747  0.4355
O  9.6155  7.1053  13.0986  0.1377  0.4576  1.1806
O  3.9396  4.5721  15.5094  -0.4435  1.8566  0.0092
O  10.9481  9.1615  14.8035  2.5195  3.8673  -0.0783
O  7.2751  9.6207  11.1214  2.1086  0.5591  -4.421
O  -3.0779  2.0668  14.2761  -1.3107  2.8241  0.5078
O  -0.9281  6.7267  15.3352  1.3625  -1.2733  -0.9094
O  15.9448  6.754  14.2011  -0.3581  -0.2296  1.6504
O  3.7052  2.2008  16.5284  0.708  3.1547  -1.5265
O  5.4395  -0.5132  12.181  2.2243  -1.1651  0.3499
O  4.5239  1.4738  18.9092  0.6299  0.0141  -0.651
O  1.487  7.0097  14.8825  4.6267  2.9608  -1.4225
O  4.1621  3.8611  9.8898  -0.591  3.1648  0.3022
O  9.958  0.37  12.7351  -0.0329  0.0486  2.9094
O  8.2485  -0.5937  14.8304  -0.4817  1.3498  -0.6002
O  14.2818  7.3539  12.5189  -0.3819  0.0867  1.1462
O  6.8893  9.2635  13.4373  -0.7507  0.7576  3.0148
O  -0.1969  2.6197  20.8047  0.2839  0.4101  0.0815
O  0.5639  5.0973  13.3509  0.3117  -0.4958  3.2435
O  0.5149  2.7103  18.0369  -0.3631  0.0052  1.952
O  8.5419  4.6529  13.855  -0.249  -0.3816  0.1769
O  -4.021  3.9384  16.1308  2.4414  -1.6041  -1.4702
O  12.6904  -1.0566  12.5871  -4.6477  0.3071  -2.1319
O  17.8858  -5.7528  15.9753  1.0965  -0.0842  2.9156
O  2.4116  9.9667  19.0419  -0.0609  -0.8033  0.9479
O  0.3802  10.2996  16.9148  1.6763  -0.3678  2.4432
O  11.3888  -3.9396  10.1883  -0.1283  0.4243  -0.7116
O  2.6085  15.8763  17.7811  -1.3879  0.8535  0.9678
O  0.4776  3.7123  10.7059  -0.2723  -1.3286  0.5801
O  0.6492  4.5225  15.9716  0.3544  1.3864  2.1589
O  2.2689  12.1045  17.692  2.2057  -0.4728  -0.4926
O  2.1033  13.9759  19.9197  1.0332  0.3719  0.5386
O  7.5712  5.3232  18.3411  -0.17  0.985  0.7534
O  4.2197  10.4442  20.8919  0.0394  4.514  1.1486
O  7.6314  9.6564  21.2215  0.6879  0.7494  0.7919
O  10.3305  11.7808  15.4246  1.6455  0.322  0.7325
O  14.4792  -3.3832  10.3182  2.1719  -0.259  -1.0968
O  8.6779  -3.2258  15.1038  -0.3046  0.9709  0.2054
O  14.6148  9.3785  14.2247  -1.6356  -0.6802  -1.1437
O  4.961  23.3247  16.8688  -2.4178  4.2063  1.3414

Results
free energy: -43991.389 eV
free energy less fixed offsets of O -463.61, Si -117.95 eV per atom: 20.411 eV
pressure: -3.31 GPa
stress xx, yy, zz, yz, xz, xy (GPa, positive in tension): 2.14, 5.06, 2.72, 0.73, 0.1, -2.04

The program warned: the forces do not sum to zero within the program's tolerance.
